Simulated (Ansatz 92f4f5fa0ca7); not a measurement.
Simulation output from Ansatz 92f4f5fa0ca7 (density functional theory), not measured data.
Periodic cell of 363 atoms, Si241O122, from a study of silicon, its oxide and their interface. The atomic structure is a simulated model.
Doubt: the cutoff is far below the 930 eV that the study's wrapper takes by default for these files, so forces and energies are approximate.
This geometry differs little from another in the collection (a relaxation step or a small displacement).

Settings: functional PBE; potential files Ansatz PAW; basis plane waves; wave-function cutoff 580 eV; density cutoff ratio 5; exchange-correlation grid ratio 1; k mesh 1 x 1 x 1, Gamma-centred; self-consistency stop 5e-08 eV per atom in the density residual; occupations fixed; spin none; net charge 0.

Cell vectors (angstrom)
a  11.6015  0  0
b  0  13.3963  0
c  0  0  40.9961

Atoms: element, x, y, z (angstrom)
Si  0  2.2327  1.1851
Si  3.8672  2.2327  1.1851
Si  7.7343  2.2327  1.1851
Si  1.9336  5.5818  1.1851
Si  5.8008  5.5818  1.1851
Si  9.6679  5.5818  1.1851
Si  0  8.9308  1.1851
Si  3.8672  8.9308  1.1851
Si  7.7343  8.9308  1.1851
Si  1.9336  12.2799  1.1851
Si  5.8008  12.2799  1.1851
Si  9.6679  12.2799  1.1851
Si  1.9336  1.1164  1.9745
Si  5.8008  1.1164  1.9745
Si  9.6679  1.1164  1.9745
Si  0  4.4654  1.9745
Si  3.8672  4.4654  1.9745
Si  7.7343  4.4654  1.9745
Si  1.9336  7.8145  1.9745
Si  5.8008  7.8145  1.9745
Si  9.6679  7.8145  1.9745
Si  0  11.1635  1.9745
Si  3.8672  11.1635  1.9745
Si  7.7343  11.1635  1.9745
Si  1.9336  1.1164  4.3426
Si  5.8008  1.1164  4.3426
Si  9.6679  1.1164  4.3426
Si  0  4.4654  4.3426
Si  3.8672  4.4654  4.3426
Si  7.7343  4.4654  4.3426
Si  1.9336  7.8145  4.3426
Si  5.8008  7.8145  4.3426
Si  9.6679  7.8145  4.3426
Si  0  11.1635  4.3426
Si  3.8672  11.1635  4.3426
Si  7.7343  11.1635  4.3426
Si  0  0  36.6555
Si  3.8672  0  36.6555
Si  7.7343  0  36.6555
Si  1.9336  3.3491  36.6555
Si  5.8008  3.3491  36.6555
Si  9.6679  3.3491  36.6555
Si  0  6.6981  36.6555
Si  3.8672  6.6981  36.6555
Si  7.7343  6.6981  36.6555
Si  1.9336  10.0472  36.6555
Si  5.8008  10.0472  36.6555
Si  9.6679  10.0472  36.6555
Si  0  0  39.0237
Si  3.8672  0  39.0237
Si  7.7343  0  39.0237
Si  1.9336  3.3491  39.0237
Si  5.8008  3.3491  39.0237
Si  9.6679  3.3491  39.0237
Si  0  6.6981  39.0237
Si  3.8672  6.6981  39.0237
Si  7.7343  6.6981  39.0237
Si  1.9336  10.0472  39.0237
Si  5.8008  10.0472  39.0237
Si  9.6679  10.0472  39.0237
Si  0  2.2327  39.8131
Si  3.8672  2.2327  39.8131
Si  7.7343  2.2327  39.8131
Si  1.9336  5.5818  39.8131
Si  5.8008  5.5818  39.8131
Si  9.6679  5.5818  39.8131
Si  0  8.9308  39.8131
Si  3.8672  8.9308  39.8131
Si  7.7343  8.9308  39.8131
Si  1.9336  12.2799  39.8131
Si  5.8008  12.2799  39.8131
Si  9.6679  12.2799  39.8131
Si  0.027  -0.0383  28.8853
Si  4.4975  -0.5161  30.468
Si  7.642  0.3485  28.8164
Si  1.5349  3.253  29.4475
Si  5.8817  5.4532  30.4408
Si  9.5873  3.3635  29.7163
Si  0.193  6.7119  29.7076
Si  4.0399  6.4007  29.4027
Si  9.809  5.5791  30.3786
Si  1.9634  9.8105  29.6137
Si  6.1373  9.3675  28.8446
Si  9.8119  9.5029  29.8368
Si  -0.2104  2.3646  30.6933
Si  4.1296  1.8552  30.4293
Si  7.6298  2.2164  30.2688
Si  2.0586  5.4108  30.2553
Si  5.7318  3.3317  29.5315
Si  7.8399  6.3704  29.4854
Si  0.197  8.7669  30.813
Si  4.0299  8.6954  29.9382
Si  7.7647  8.5743  30.3135
Si  2.2806  12.0556  30.3205
Si  5.1533  12.2867  28.321
Si  9.5197  11.7587  30.214
Si  -0.0043  2.254  32.9659
Si  3.8812  2.2144  32.7534
Si  7.6858  2.1541  32.6635
Si  1.9712  5.5308  32.6599
Si  5.8362  5.546  32.7764
Si  9.6893  5.5447  32.74
Si  0.0366  8.8775  33.0624
Si  3.9188  8.8719  32.4753
Si  7.713  8.8633  32.6686
Si  1.8162  12.2354  32.6486
Si  5.6128  12.3103  32.5647
Si  9.6356  12.241  32.5751
Si  1.95  1.0594  33.5156
Si  5.7762  1.0698  33.5373
Si  9.6292  1.0553  33.4874
Si  0.0306  4.506  33.5761
Si  3.8804  4.4402  33.5161
Si  7.7578  4.3911  33.4945
Si  2.041  7.7546  33.4993
Si  5.7874  7.7977  33.4864
Si  9.6316  7.7672  33.5611
Si  -0.0839  11.1707  33.5483
Si  3.7795  11.0975  33.4245
Si  7.6386  11.1668  33.3166
Si  1.9402  1.1044  35.874
Si  5.8055  1.1087  35.8901
Si  9.6525  1.1027  35.8598
Si  0.0062  4.4823  35.9139
Si  3.8659  4.4658  35.8766
Si  7.7416  4.4539  35.8642
Si  1.9666  7.8005  35.8683
Si  5.7923  7.8183  35.8623
Si  9.6555  7.8069  35.903
Si  -0.0074  11.1761  35.8954
Si  3.8567  11.1415  35.8256
Si  7.7129  11.168  35.7714
Si  0.0099  0.0045  5.1733
Si  3.872  0.0007  5.1675
Si  7.7457  -0.0009  5.1535
Si  1.9302  3.3429  5.1069
Si  5.7982  3.3592  5.0728
Si  9.6503  3.3507  5.1429
Si  -0.008  6.7102  5.1113
Si  3.8755  6.7029  5.0996
Si  7.7354  6.7043  5.1103
Si  1.932  10.0579  5.1652
Si  5.8058  10.0515  5.1341
Si  9.6807  10.0485  5.1518
Si  0.0569  0.0475  7.5764
Si  3.9189  0.0239  7.5628
Si  7.7887  -0.0057  7.5412
Si  1.8828  3.3594  7.4555
Si  5.771  3.3756  7.4015
Si  9.584  3.3874  7.517
Si  -0.0107  6.7581  7.4648
Si  3.9063  6.7363  7.4447
Si  7.7447  6.7445  7.4625
Si  1.9627  10.1055  7.5605
Si  5.8476  10.0838  7.5037
Si  9.7409  10.0676  7.5366
Si  -0.0744  2.3229  8.2897
Si  3.8434  2.3008  8.243
Si  7.6365  2.2322  8.2879
Si  1.9369  5.6217  8.0893
Si  5.8306  5.6013  8.2329
Si  9.6586  5.6402  8.2629
Si  0.0641  8.9442  8.3995
Si  3.9127  8.9606  8.2593
Si  7.7899  8.9657  8.2806
Si  2.002  12.3374  8.4379
Si  5.8716  12.2951  8.3588
Si  9.7527  12.2908  8.3567
Si  -0.1686  2.5826  10.6516
Si  4.3775  2.6439  10.5132
Si  6.7953  2.5808  10.4737
Si  1.9038  5.6333  10.3861
Si  5.8371  5.7483  10.5917
Si  9.5957  5.6495  10.6222
Si  0.1363  8.8309  10.8241
Si  3.9389  8.8556  10.6083
Si  7.8602  8.9127  10.6432
Si  2.1657  12.201  10.8475
Si  5.9971  11.9946  10.7282
Si  9.9448  12.0736  10.7206
Si  2.2577  0.8824  11.9731
Si  6.7082  1.1263  12.2486
Si  9.7208  0.5532  12.0416
Si  -0.0087  4.7709  11.3802
Si  3.8399  4.7637  11.291
Si  7.6713  4.5228  11.4099
Si  2.1102  7.6805  11.4275
Si  5.9086  7.8879  11.3749
Si  9.7135  7.8168  11.5527
Si  0.2853  11.0341  11.6171
Si  4.0513  10.9765  11.4784
Si  8.0039  11.0418  11.52
O  10.5946  0.3863  13.4175
O  11.6539  5.1294  12.9914
O  1.9626  1.0589  13.588
O  8.1094  10.9989  13.192
O  3.6153  4.8978  12.9439
O  6.0575  1.6134  13.6466
O  7.8639  4.2294  13.0412
O  12.0341  11.057  13.2743
O  5.9429  7.7542  13.0227
O  9.5989  7.8826  13.2131
O  4.1391  10.9894  13.1439
O  2.4556  7.3592  13.0421
O  11.8915  7.2476  28.1175
O  3.9446  -1.3544  27.2254
O  5.5868  3.6552  27.8844
O  6.763  8.647  27.4822
O  8.7109  14.0426  27.6296
O  1.0211  3.2548  27.8745
O  6.4698  11.5931  23.5108
O  8.0374  6.0091  27.865
O  4.3441  6.065  27.7702
O  1.3234  9.7176  28.0624
O  10.1956  9.3093  28.2242
O  9.8051  3.0629  28.0799
Si  3.1661  6.4359  20.8421
Si  10.5028  4.1987  19.0175
Si  10.1302  0.0845  14.9677
Si  5.502  10.3569  23.9796
Si  7.7007  11.5847  14.673
Si  7.602  8.8909  16.2389
Si  2.8643  1.0275  14.9539
Si  4.2974  1.1387  23.9269
Si  2.0045  0.2597  17.7311
Si  0.3384  6.7909  19.7273
Si  5.5182  2.2758  15.0179
Si  2.084  3.0201  23.7065
Si  1.6319  3.7851  26.4604
Si  4.5549  11.6775  14.5593
Si  6.0059  12.3168  19.4089
Si  6.4126  -0.511  22.5157
Si  8.5628  1.7315  22.364
Si  5.8925  7.1458  14.5297
Si  6.0214  1.8085  17.9402
Si  11.7388  10.8268  14.8664
Si  3.4995  12.1452  25.6406
Si  7.717  3.4485  19.8149
Si  9.1957  3.4244  24.8429
Si  12.1883  11.9533  24.4051
Si  3.0873  6.1092  13.9258
Si  11.4169  0.3489  21.9924
Si  10.5419  9.5701  19.7376
Si  10.1344  3.1801  16.0254
Si  7.4865  4.4842  14.6136
Si  10.1303  8.0194  14.7606
Si  7.3942  9.6883  19.181
Si  0.3558  12.095  19.5214
Si  3.5614  2.3194  19.4629
Si  11.6305  8.7942  27.6177
Si  -1.3064  9.8545  25.2415
Si  11.2322  5.5496  25.1658
Si  5.0946  4.1013  21.1179
Si  12.5997  2.8347  20.913
Si  8.4884  5.971  26.2935
Si  7.4086  8.745  25.9698
Si  4.9076  8.9944  21.1533
Si  4.6358  4.6479  26.9795
Si  4.801  4.0179  24.1456
Si  9.9056  1.6669  27.225
Si  3.2079  10.801  19.4083
Si  2.7728  10.7768  16.6503
Si  12.4903  6.8307  22.5569
Si  0.2812  5.3685  14.586
Si  11.639  9.6165  22.7046
O  4.3718  6.597  14.8153
O  2.6925  -1.1161  17.2525
O  5.4354  4.4246  22.6945
O  6.0757  14.8919  16.3428
O  11.2383  3.3523  20.2057
O  6.136  12.0237  14.6411
O  10.548  4.2465  24.4605
O  12.5388  10.8452  23.2646
O  2.0037  6.811  19.7131
O  8.9754  4.4443  19.5459
O  5.1249  9.4287  22.7025
O  11.8511  -0.1096  23.5089
O  3.6198  9.8205  20.6173
O  10.0902  6.2765  26.081
O  10.3838  3.3527  17.63
O  8.6167  12.8686  15.1056
O  11.0762  10.8658  18.8714
O  13.4725  12.1395  25.4118
O  3.7493  13.0649  14.819
O  5.1638  2.4392  24.4091
O  11.1017  6.7324  15.0637
O  6.1016  13.7742  18.7094
O  13.7839  3.1456  19.8194
O  2.954  0.8975  18.9085
O  2.9172  9.9098  18.0353
O  8.2132  4.4739  25.6578
O  7.0724  11.2482  18.7756
O  11.3545  4.0114  15.3171
O  3.1856  4.1957  23.9714
O  8.4475  2.9012  23.5001
O  10.8641  11.4199  25.2556
O  10.3581  9.3386  23.6924
O  7.3146  8.7851  17.8326
O  4.4861  11.7941  19.2195
O  8.7249  3.8891  15.517
O  1.8574  11.5672  19.9134
O  12.5067  5.1995  26.1201
O  11.4988  6.4858  21.2877
O  8.03  2.3078  20.9414
O  11.4223  8.9368  26.0191
O  10.8271  9.4802  14.9835
O  5.2646  4.881  25.4693
O  10.1842  1.5515  15.7259
O  2.3719  6.2277  22.2613
O  11.1184  12.241  15.4655
O  4.5059  2.5607  20.8256
O  11.169  12.57  20.8825
O  2.8547  1.629  23.3413
O  3.8889  2.297  15.0134
O  12.727  8.4297  22.6192
O  6.2913  9.1963  20.2927
O  10.0981  1.2599  22.198
O  11.2969  0.8143  27.5225
O  4.0944  0.2005  25.225
O  12.7859  3.4956  22.4197
O  4.1716  10.9507  24.7408
O  8.8923  7.9726  15.8215
O  7.1005  6.0593  14.7653
O  7.9154  10.4259  15.7914
O  1.9335  1.1152  16.3196
O  6.2309  8.369  15.5344
O  12.5597  1.2431  21.2439
O  6.4824  4.3715  20.3232
O  6.4157  12.4048  20.977
O  3.2167  3.8914  26.7698
O  8.7809  9.6565  25.8258
O  1.343  2.8081  25.1649
O  11.8108  6.4283  23.9503
O  11.2793  8.1999  19.2074
O  6.2928  9.4005  25.0108
O  7.6991  7.1888  25.5327
O  3.9467  5.0594  20.4798
O  10.9899  9.8508  21.2598
O  6.0882  3.7875  15.066
O  7.6909  0.437  22.8268
O  7.3063  2.6957  18.4185
O  1.885  5.5564  14.889
O  0.541  13.3053  18.4059
O  4.1199  10.6363  15.7452
O  11.316  5.6024  18.7874
O  4.4171  7.456  21.0269
O  5.026  0.3047  22.7504
O  1.4801  10.4657  15.7186
O  8.918  9.4989  19.7312
O  9.6831  2.1015  25.6817
O  4.6394  2.6721  18.264
O  8.0928  -0.9794  29.6844
O  15.2842  15.0038  11.6195
O  13.1897  -0.4648  29.0568
O  10.6771  12.0519  29.0499
O  -3.4135  -12.8356  12.6051
O  11.2053  14.1637  30.2403
O  17.3503  13.3176  11.7081
O  12.6692  15.0662  11.1946
O  6.2506  0.0716  27.9627
O  10.0175  1.9818  11.2824
O  2.752  2.1481  29.5529
O  6.0309  10.9165  28.3622

Results
free energy: -222583.033 eV
free energy less fixed offsets of O -568.88, Si -635.61 eV per atom: 2.337 eV

Forces (eV/angstrom), in the order of the atoms: element, x, y, z
Si  -0.0007  0.0139  0.0165
Si  -0.0052  0.0052  0.0219
Si  -0.0052  0.0088  0.0293
Si  0.011  -0.0249  0.0078
Si  0.0096  -0.0204  -0.0135
Si  -0.0004  -0.0088  -0.008
Si  -0.0249  0.0132  0.0127
Si  0.0146  -0.0004  0.0022
Si  -0.0065  -0.018  -0.0199
Si  -0.0109  0.0049  -0.0048
Si  -0.0043  0.0047  0.0103
Si  0.0036  -0.0109  0.0063
Si  0.0151  -0.0572  -0.0044
Si  0.012  -0.0618  -0.0034
Si  0.0361  -0.0144  -0.0044
Si  -0.0474  0.0104  -0.0133
Si  -0.0351  0.0247  0.0022
Si  0.0131  0.0359  0.0058
Si  -0.0001  0.0403  -0.0207
Si  0.0204  0.0252  0.0023
Si  -0.0115  0.0399  -0.001
Si  0.0165  0.0186  0.012
Si  -0.0105  -0.0003  0.0001
Si  0.0375  -0.009  -0.0043
Si  0.046  -0.1317  0.0583
Si  0.0347  -0.1124  0.1016
Si  0.084  -0.0207  0.1898
Si  -0.1336  0.0103  0.0645
Si  -0.1035  0.0432  -0.2209
Si  0.0566  0.0819  -0.2144
Si  -0.0055  0.1732  0.0632
Si  0.07  0.1149  -0.1627
Si  -0.0391  0.1373  -0.1431
Si  0.0659  0.0947  0.14
Si  -0.0203  0.0625  0.1611
Si  0.1115  0.0127  0.1174
Si  -0.0744  0.099  0.1148
Si  0.0194  -0.2315  -0.0442
Si  -0.0335  -0.2346  0.0061
Si  0.064  -0.0828  0.0593
Si  0.019  -0.0168  -0.0036
Si  0.0171  -0.1307  -0.0139
Si  0.14  0.1666  0.1054
Si  0.1617  -0.0785  0.2712
Si  -0.1947  -0.107  0.0363
Si  0.0177  -0.0668  -0.0917
Si  -0.0088  0.0849  -0.2396
Si  -0.2707  0.1388  -0.2007
Si  -0.0209  0.0625  0.0057
Si  0.0073  -0.0752  0.0035
Si  0.002  -0.0881  -0.0024
Si  0.0072  -0.0222  0.0134
Si  0.0069  0.0175  0.011
Si  0.0143  -0.0224  0.0128
Si  0.0388  0.0777  0.0035
Si  0.0617  -0.0244  -0.0087
Si  -0.0673  -0.0421  0.004
Si  -0.0036  -0.0172  -0.0069
Si  0.0148  0.0376  -0.0008
Si  -0.1084  0.0361  0.0194
Si  0.0045  -0.0137  0.0191
Si  0.0004  0.0047  -0.0226
Si  -0.0012  -0.0025  -0.03
Si  -0.0055  0.0201  -0.0092
Si  -0.0117  0.0257  0.0511
Si  -0.001  0.0122  -0.0351
Si  0.0209  -0.0194  -0.012
Si  -0.0053  -0.0146  -0.0129
Si  0.0098  0.0117  -0.004
Si  0.0041  0.0016  -0.0167
Si  0.0061  -0.0014  0.0184
Si  -0.0015  0.0091  0.0091
Si  0.0017  0.013  0.0015
Si  -0.0102  -0.001  0.0029
Si  -0.0045  0.0072  -0.008
Si  0.0336  -0.0029  0.005
Si  0.0009  0.0001  0.0014
Si  0.0026  -0.0078  0.0229
Si  0.007  0.0041  0.0191
Si  -0.0043  0.0012  0.0146
Si  -0.0078  -0.0106  -0.0038
Si  -0.0003  -0.009  0.019
Si  -0.0048  -0.0035  0.0104
Si  0.0043  0.0004  0.0166
Si  -0.0179  -0.0338  -0.022
Si  -0.0284  0.0376  0.0067
Si  0.0051  0.0049  -0.0017
Si  -0.002  -0.0051  -0.0004
Si  -0.0021  -0.0146  0.01
Si  0.0058  0.0075  0.0178
Si  -0.0064  0.0045  -0.0066
Si  -0.0075  0.0012  -0.011
Si  0.0048  0.0107  -0.0027
Si  0.0185  -0.0066  -0.033
Si  -0.0009  -0.0051  -0.0158
Si  0.0098  -0.0139  -0.0108
Si  0.0013  0.0007  -0.0064
Si  0.0038  -0.006  -0.0181
Si  -0.0023  0.0009  -0.0114
Si  -0.0017  -0.0004  -0.0082
Si  0.004  -0.0035  -0.0015
Si  -0.0005  0.0024  -0.0055
Si  0.0009  0  -0.0035
Si  -0.0003  -0.0013  0.0048
Si  0.0003  -0.0039  -0.0035
Si  0.0038  0.0058  0.0292
Si  -0.0088  0.0062  -0.003
Si  0.0026  0.0017  0.0069
Si  0.0023  0.0027  -0.0009
Si  -0.0006  -0.0018  0.0056
Si  0.0024  0.0039  -0.0009
Si  0  0.0001  -0.0039
Si  0.0001  0.0005  -0.0023
Si  0.0011  -0.0024  -0.0017
Si  0.0012  0.0048  -0.0006
Si  -0.0014  0.0019  0.0015
Si  0.0021  0.0065  -0.0005
Si  -0.005  -0.0066  -0.0036
Si  -0.0019  -0.0003  -0.0081
Si  0.0062  -0.0054  0.0036
Si  -0.0025  -0.0031  -0.0002
Si  -0.0004  -0.0044  -0.006
Si  0.0016  -0.0021  -0.0009
Si  0.0009  -0.0037  0.0028
Si  0.0022  -0.0003  0.0009
Si  -0.0023  0.0028  -0.002
Si  -0.0009  0.0024  -0.0026
Si  0.0002  -0.0036  0.0005
Si  -0.0005  -0.0005  0.0006
Si  0.0009  0.0033  -0.0009
Si  -0.0012  0.0032  0.0064
Si  -0.001  0.0022  0.003
Si  -0.0003  0.0023  0.0018
Si  0.0015  -0.0015  0
Si  -0.001  0.0003  0.0025
Si  -0.0011  -0.0008  -0.0025
Si  0.0015  -0.0025  -0.0008
Si  0.0001  -0.0003  -0.002
Si  0.0005  -0.0022  0.0021
Si  0.0007  -0.0023  -0.0024
Si  -0.0006  -0.002  -0.001
Si  0.0007  -0.0007  -0.0011
Si  0.0001  0.0018  -0.0015
Si  -0.0002  0  -0.0009
Si  0.0045  0.0009  -0.0008
Si  0.003  0.0031  0.0013
Si  -0.001  -0.0004  0.0054
Si  -0.0031  0.005  0
Si  0.0004  -0.0011  -0.0081
Si  0.0001  0.005  -0.0022
Si  -0.0025  -0.0023  0.0005
Si  -0.0001  0.0001  0.0038
Si  -0.0012  -0.0007  0.0005
Si  -0.0024  -0.0011  -0.0025
Si  0.0017  -0.005  0.0035
Si  0.0039  -0.0005  -0.001
Si  0.0073  -0.002  0.0059
Si  0.0112  -0.0015  0.0047
Si  -0.0043  -0.0003  -0.0049
Si  0.0005  -0.0012  -0.0006
Si  -0.0012  0.0019  0.0042
Si  -0.0039  -0.0018  0.0003
Si  -0.0008  -0.0019  -0.0042
Si  0.0039  0.0007  0.0045
Si  -0.0064  -0.0033  0.0063
Si  -0.0028  -0.0011  0.0037
Si  -0.0019  0.0028  -0.009
Si  0.0001  0.0051  0.0031
Si  0.0859  -0.0519  0.0492
Si  -0.0606  -0.0256  0.0073
Si  0.0227  0.0032  0.0031
Si  0.0076  -0.0051  0.0028
Si  0.0013  0.0082  0.0047
Si  -0.0015  0.0061  0.0033
Si  -0.0113  0.0087  0.0033
Si  0.0015  -0.0086  0.0019
Si  -0.0038  0.0021  0.0092
Si  0.0058  0.0099  0.0029
Si  0.0016  0.0316  0.0306
Si  -0.0061  0.0063  0.0048
Si  -0.078  0.1072  -0.099
Si  0.0459  -0.0736  0.0259
Si  -0.0611  0.0335  0.0284
Si  -0.0064  -0.0176  -0.0123
Si  0.0114  -0.0061  -0.0237
Si  -0.0011  -0.0036  -0.0198
Si  -0.0108  0.007  -0.0149
Si  0.0009  -0.0092  -0.0126
Si  0.0209  0.0105  -0.0131
Si  -0.014  -0.0085  -0.0183
Si  -0.0049  0.0124  0.0127
Si  0.01  0.0096  0.011
O  -0.0478  0.0097  -0.0066
O  0.0036  0.0017  0.0041
O  0.0057  0.0072  0.0035
O  -0.0079  0.0033  0.0317
O  -0.0066  0.0084  0.0094
O  0.0262  -0.0172  -0.0108
O  0.0053  0.0056  0.0238
O  0.0098  0.0048  0.036
O  0.0014  -0.0085  0.0304
O  -0.0029  -0.0068  0.0147
O  0.0109  0.0111  0.0257
O  0.0074  -0.0147  0.0188
O  0.0024  0.0034  -0.0253
O  -0.0028  -0.0006  -0.0069
O  -0.0043  0.0123  -0.0173
O  0.0094  -0.0003  -0.0215
O  -0.0014  -0.001  0.0003
O  0.0015  -0.0021  -0.0102
O  -0.0002  0.0038  -0.0015
O  0.0084  -0.0011  -0.0253
O  0.0072  -0.0074  -0.0144
O  -0.0056  -0.0008  -0.0216
O  -0.006  0.0045  -0.0035
O  -0.0053  -0.0071  -0.0098
Si  0.0113  -0.0068  -0.007
Si  -0.0017  0.0012  0.0103
Si  0.0087  -0.0156  -0.0131
Si  -0.0012  -0.0038  -0.0046
Si  -0.0169  -0.0059  -0.0248
Si  0.0117  0.0052  0.0107
Si  -0.009  0.0047  -0.0163
Si  -0.003  -0.0005  -0.002
Si  0.0067  -0.0047  0.0094
Si  0.0057  0  -0.0053
Si  -0.006  0  0.0068
Si  -0.0058  0.0017  0.0033
Si  0.0069  -0.0049  0.018
Si  0.0287  -0.0109  -0.0173
Si  -0.0039  -0.0039  0.0039
Si  0.0029  -0.0033  -0.0132
Si  -0.0005  -0.0082  -0.0094
Si  0.0041  0.0025  -0.0254
Si  -0.0018  -0.0028  0.0041
Si  0.0027  0.0028  -0.0181
Si  -0.0029  -0.006  0.0189
Si  0.0004  0.0053  0.0024
Si  -0.0045  -0.0087  0.0041
Si  0.0035  0.0102  0.0068
Si  0.0006  0.0048  0.0084
Si  -0.0014  0.0064  -0.0086
Si  -0.008  0.0021  -0.0071
Si  -0.0023  -0.0015  0.004
Si  -0.0005  0.0073  -0.0052
Si  0.0053  0.0002  -0.008
Si  0.0071  0.0023  0.0097
Si  -0.0035  -0.0028  0.0047
Si  -0.004  0.0051  0.0058
Si  0.0048  0.0047  0.0045
Si  0.0069  -0.0125  0.0176
Si  0.0079  0.0067  0.012
Si  -0.0036  0.0071  -0.0081
Si  0.003  -0.0009  -0.0047
Si  -0.0092  0.0014  0.0145
Si  -0.0025  -0.0052  0.0097
Si  -0.0007  -0.0081  -0.0037
Si  -0.0042  -0.0014  0.0041
Si  0.006  0.0145  0.0043
Si  0.0113  -0.0109  0.0139
Si  0.0075  0.0099  0.0032
Si  -0.0082  0.0008  0.0071
Si  0.0039  -0.0029  -0.0117
Si  0.0079  0.0118  -0.0031
Si  0.0019  -0.0038  -0.0037
O  0.0116  0.0049  0.0005
O  -0.0079  0.0062  -0.0041
O  -0.0013  -0.001  0.002
O  -0.0007  0.0042  -0.0017
O  -0.0044  0  -0.0027
O  -0.0083  -0.0271  -0.0107
O  -0.001  0.0001  -0.006
O  -0.0014  -0.0021  0.0001
O  -0.0061  0.002  0.0021
O  0.0033  -0.0011  -0.0037
O  0.001  0.0031  0.0005
O  0.002  -0.002  0.0042
O  0.0005  0.0012  -0.0037
O  -0.0024  -0.001  -0.0088
O  -0.0018  -0.0018  -0.0101
O  -0.0015  0.0058  -0.003
O  0.001  -0.0017  0.0003
O  -0.0034  -0.0016  -0.0132
O  0.0007  0.0017  -0.0012
O  0.0009  -0.005  -0.0014
O  0.0048  -0.0034  0.001
O  -0.0002  -0.0011  0.0008
O  -0.0001  -0.0027  -0.0004
O  -0.0088  -0.0126  -0.0093
O  -0.0023  -0.0006  -0.0004
O  0.0047  -0.0034  -0.0078
O  -0.0028  -0.0016  -0.0004
O  -0.0068  -0.005  0.0043
O  -0.003  -0.0042  -0.0009
O  0.0016  0.0004  0.001
O  0.0018  0.004  -0.0043
O  0.0004  -0.0005  -0.009
O  0.0019  -0.0002  -0.0024
O  -0.001  -0.0051  0.0051
O  0.0072  -0.0019  0.0023
O  0.0022  0.0009  -0.0091
O  -0.004  -0.0004  -0.0093
O  -0.0011  0.0005  0.0021
O  0.0014  -0.0001  0.0054
O  -0.0062  0.0039  -0.0074
O  0.0004  -0.0011  -0.0023
O  0.0017  -0.0002  -0.014
O  0.0003  0.0144  0.0056
O  -0.005  0.001  0.0045
O  -0.0054  0.006  -0.0015
O  0.0026  -0.004  -0.0018
O  0.0022  -0.0003  -0.0008
O  0.0022  -0.0032  -0.0021
O  0.0075  -0.0062  -0.0015
O  -0.0014  0.0018  0.0016
O  -0.0004  0.0033  -0.0047
O  -0.0037  0.0031  0.0008
O  -0.0046  0.0015  0.0013
O  0.001  0.0024  -0.0063
O  -0.0009  0.0023  -0.0003
O  0.0001  0.0007  -0.003
O  -0.017  0.004  0.0057
O  -0.0112  -0.0015  -0.0024
O  -0.0075  0.0093  -0.0135
O  -0.0009  0  -0.0011
O  -0.0012  -0.0129  -0.0041
O  -0.0032  0.0011  0.0013
O  0.0007  -0.0046  -0.0003
O  -0.0031  0.0021  -0.0057
O  -0.0035  0.002  -0.005
O  -0.0022  0.001  -0.0072
O  0.0002  -0.0022  -0.0131
O  -0.004  0.0033  0.0007
O  -0.0021  0.0013  0.0037
O  0.0016  0.0009  -0.003
O  0.0053  0.0027  -0.0077
O  0.0002  0.0002  0.0032
O  0.0011  -0.0026  -0.0015
O  0.0043  0.0046  -0.0038
O  -0.0011  0.0057  0.0009
O  0.0009  -0.0014  -0.0052
O  -0.0106  -0.0016  0.0049
O  0.0076  0.0006  -0.0053
O  0.0048  0.0091  -0.0139
O  -0.0032  -0.0028  0.0004
O  0.0003  0.0038  0.0032
O  0.0024  -0.0005  0.0023
O  0.016  0.0018  0.0108
O  -0.0033  -0.0003  -0.0043
O  -0.0073  0.0107  -0.0161
O  0.0042  0.002  -0.0062
O  0.0034  -0.0005  -0.0032
O  -0.0753  0.0012  -0.0001
O  -0.0046  -0.0052  -0.0039
O  -0.0156  -0.007  0.0006
O  -0.021  0.0308  -0.0684
O  0.0086  0.0491  0.0136
O  0.066  -0.0048  -0.0215
O  0.0378  -0.046  0.0561
O  0.0021  0.0005  0.0025
O  0.0081  -0.0422  0.0223
O  -0.0072  -0.0007  0.0062
O  0.0052  0.0036  0.003

The program warned: the cutoff lies below the one the program advises for these potential files; the forces do not sum to zero within the program's tolerance; the exchange-correlation potential is rough where the density is thin.
